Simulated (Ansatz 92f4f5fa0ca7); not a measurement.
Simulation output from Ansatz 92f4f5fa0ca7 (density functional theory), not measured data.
Periodic cell of 215 atoms, Si132O82P1, from a study of silicon, its oxide and their interface. The atomic structure is a simulated model.
Doubt: the cutoff is far below the 930 eV that the study's wrapper takes by default for these files, so forces and energies are approximate.

Settings: functional PBE; potential files Ansatz PAW; basis plane waves; wave-function cutoff 580 eV; density cutoff ratio 5; exchange-correlation grid ratio 1; k mesh 1 x 1 x 1, Gamma-centred; self-consistency stop 5e-08 eV per atom in the density residual; occupations fixed; spin none; net charge +1 e, with a uniform compensating background and no finite-size correction.

Cell vectors (angstrom)
a	10.938	0	0
b	0	10.938	0
c	0	0	31.5432

Atoms: element, x, y, z (angstrom)
Si	10.4301	0.5761	24.3325
Si	6.0386	10.5011	24.1419
Si	2.1256	3.2501	24.0787
Si	8.7018	2.2607	24.297
Si	0.4946	5.0539	24.1574
Si	5.0455	5.9	24.1945
Si	3.3887	7.6532	24.1574
Si	7.8255	8.8299	23.9872
Si	1.3393	1.479	25.4458
Si	6.9098	1.3094	25.4828
Si	4.0218	4.1033	25.3202
Si	9.655	4.1046	25.4104
Si	1.4879	6.8182	25.3605
Si	6.892	6.9513	25.2388
Si	4.2219	9.5382	25.3371
Si	9.5284	9.6419	25.4239
Si	2.7724	0.0071	26.6451
Si	8.2122	-0.0251	26.9303
Si	0.007	2.772	26.9064
Si	5.4425	2.74	26.6667
Si	2.7473	5.4387	26.8315
Si	8.2148	5.5269	26.6316
Si	0.0336	8.2114	26.6523
Si	5.5463	8.2021	26.7887
Si	4.1013	1.3685	28.0628
Si	9.5834	1.3735	28.2604
Si	1.3807	4.1275	28.2594
Si	6.8262	4.1439	28.0133
Si	4.1547	6.8241	28.1429
Si	9.5904	6.8535	28.0422
Si	1.3906	9.5906	28.0347
Si	6.8337	9.5357	28.2593
Si	0.0444	-0.0208	29.5243
Si	5.435	0.0194	29.4894
Si	2.7618	2.7108	29.5223
Si	8.1616	2.7782	29.4766
Si	-0.0286	5.5131	29.4983
Si	5.4993	5.4554	29.5034
Si	2.7427	8.2195	29.4468
Si	8.2462	8.1655	29.5256
Si	1.387	1.3578	30.903
Si	6.806	1.3856	30.836
Si	4.1208	4.0915	30.8845
Si	9.5422	4.1263	30.8422
Si	1.3649	6.8671	30.83
Si	6.8611	6.8093	30.8945
Si	4.0835	9.583	30.8439
Si	9.5958	9.5515	30.892
Si	2.7411	-0.0298	0.7199
Si	8.1715	0.0107	0.6583
Si	-0.0412	2.7505	0.6703
Si	5.4755	2.7145	0.7128
Si	2.7086	5.4891	0.664
Si	8.2113	5.4363	0.7303
Si	0.0314	8.1847	0.7155
Si	5.4561	8.217	0.6677
Si	4.1185	1.331	2.0713
Si	9.5112	1.3812	2.0307
Si	1.3125	4.1379	2.0371
Si	6.846	4.0549	2.0884
Si	4.0665	6.8698	2.0291
Si	9.6012	6.8027	2.0673
Si	1.3773	9.5502	2.0941
Si	6.8207	9.5762	2.0577
Si	-0.0735	-0.0083	3.3321
Si	5.4679	-0.0198	3.5084
Si	2.6839	2.7251	3.3065
Si	8.1797	2.6794	3.525
Si	-0.0251	5.4637	3.5355
Si	5.444	5.4833	3.3095
Si	2.7402	8.198	3.5127
Si	8.2285	8.1846	3.3656
Si	1.2866	1.3676	4.6753
Si	6.8344	1.2952	4.9343
Si	4.0546	4.1123	4.6509
Si	9.5335	4.0594	4.8953
Si	1.3517	6.8588	4.8964
Si	6.839	6.8051	4.6981
Si	4.1076	9.5652	4.9052
Si	9.5681	9.5523	4.7636
Si	2.6214	0.0498	6.1228
Si	8.2226	-0.1423	6.2804
Si	-0.0271	2.6526	6.2096
Si	5.3621	2.7573	6.0954
Si	2.7385	5.4271	6.1508
Si	8.1062	5.4293	6.2042
Si	0.0042	8.2746	6.2636
Si	5.5575	8.148	6.1695
Si	3.4702	1.9355	7.2271
Si	10.0299	0.8137	7.4621
Si	1.7607	3.6579	7.3616
Si	6.1996	4.5265	7.382
Si	4.6296	6.3052	7.2595
Si	9.1539	7.1909	7.3261
Si	0.9	10.1532	7.5251
Si	7.3988	8.8856	7.5118
O	4.5584	6.5887	8.8981
O	1.3308	4.0456	8.9565
O	9.7868	6.4501	8.8429
O	1.3052	10.097	9.1749
O	6.0814	4.2395	9.0384
O	3.6918	1.6283	8.8304
O	7.1194	8.9582	9.1717
O	9.664	1.0399	9.0745
O	8.2541	2.5266	22.7304
O	10.9952	5.5465	22.6343
O	5.6297	0.0876	22.6302
O	5.2891	5.4027	22.6306
O	2.1409	2.7999	22.474
O	3.3216	7.8488	22.5036
O	8.371	8.7407	22.4052
O	-0.1831	11.2361	22.7419
Si	2.1511	2.9751	12.9034
Si	8.6886	1.2949	10.3423
Si	1.0738	4.4925	15.3658
Si	7.6017	5.5774	12.2267
Si	2.4061	8.1836	21.2062
Si	5.4347	7.7837	12.4796
Si	9.2763	0.4614	15.4638
Si	2.9133	-0.0532	16.6536
Si	10.4675	1.1716	12.5932
Si	7.7612	2.8306	21.2258
Si	9.1113	8.7674	14.4274
Si	1.5192	4.8028	10.3689
Si	4.4807	9.4831	19.1335
Si	11.0679	6.0971	21.1055
Si	6.6103	10.44	14.8431
Si	5.3849	0.7323	21.1668
Si	2.3557	9.8131	10.3966
Si	0.4201	10.6314	21.381
Si	5.8506	5.2498	21.1253
Si	3.6662	7.1019	10.1256
Si	9.0641	5.6923	14.8737
Si	3.6604	4.0711	19.0961
Si	10.027	3.6637	19.3052
Si	4.2653	8.6552	15.3729
Si	0.4585	1.9043	17.1552
Si	6.7875	7.5288	19.2396
Si	5.2615	3.6131	16.7456
Si	7.7792	5.0072	17.5192
Si	6.6636	9.9282	10.399
Si	4.3813	1.0669	10.159
Si	-0.035	9.077	11.8974
Si	9.094	8.6272	20.9333
Si	4.5526	1.6628	14.582
Si	2.4381	2.0781	21.0436
Si	6.3527	3.3359	10.3602
Si	3.447	5.9087	16.7437
P	9.9307	6.5271	10.3592
O	0.1161	2.6223	18.575
O	2.9308	9.6206	15.5721
O	10.8564	4.8048	20.1314
O	7.5792	2.3828	9.8989
O	10.9296	5.4419	10.8771
O	6.6558	6.7469	12.831
O	10.3507	8.0004	10.7015
O	7.6453	9.4339	13.9883
O	8.5444	6.256	11.0046
O	5.3568	10.488	20.0606
O	2.1587	3.7594	11.4451
O	7.9701	8.5401	19.747
O	6.199	6.723	20.5342
O	5.5118	2.7061	15.4115
O	1.2978	0.9219	20.6939
O	6.0554	9.0563	11.6477
O	4.6339	4.9849	16.1154
O	6.6028	3.8882	17.6354
O	10.5258	10.648	11.8446
O	5.5785	0.4935	13.9877
O	8.0005	5.0867	15.9149
O	9.7849	9.8302	15.4721
O	-0.3868	5.1586	15.1836
O	1.5606	6.8407	20.7888
O	1.4998	0.6205	17.1755
O	6.5848	1.7786	20.8
O	1.0209	1.7895	12.8126
O	3.2544	5.4886	18.3328
O	9.5506	2.0149	11.5453
O	1.03	3.0799	16.1756
O	8.6603	5.1614	13.3778
O	10.1819	8.469	13.2097
O	1.4371	9.3995	21.6883
O	10.0738	9.9278	20.6009
O	3.1767	0.2119	10.9228
O	5.0967	2.3842	10.8668
O	1.7077	4.1608	13.9105
O	7.9377	10.8555	10.8601
O	9.1426	4.4734	18.2033
O	5.638	9.4965	15.7761
O	5.5313	-0.0147	9.7986
O	3.5932	2.3243	13.4002
O	1.9979	5.6333	16.0557
O	9.6904	1.1023	14.0161
O	4.4263	6.9212	11.5427
O	4.7577	4.4673	20.2207
O	9.9627	1.3241	16.6319
O	6.7824	4.3287	11.6049
O	5.5762	8.4011	18.5732
O	9.0599	2.74	20.2428
O	3.5917	1.1252	15.7716
O	4.2158	3.0681	17.9013
O	9.9046	7.2121	20.8864
O	3.3874	8.6812	9.8494
O	3.9408	7.4203	16.3898
O	7.6471	0.4573	15.6873
O	8.9326	7.3043	15.0752
O	3.922	1.4302	21.1488
O	1.5768	9.0925	11.6791
O	2.3128	6.2008	10.2053
O	7.3406	6.4551	18.1333
O	7.2207	4.3677	21.1282
O	4.5768	8.1989	13.8156
O	3.3249	8.671	19.9574
O	2.4876	3.2308	19.8681
O	3.7447	10.3588	17.9613

Results
free energy: -131307.527 eV
free energy less fixed offsets of O -568.88, P -755.39, Si -635.61 eV per atom: -3.457 eV

Forces (eV/angstrom), in the order of the atoms: element, x, y, z
Si	0.0194	0.0058	-0.0454
Si	0.0004	0.0441	-0.0079
Si	-0.0044	-0.0292	-0.0393
Si	-0.0402	-0.0056	-0.0217
Si	-0.0064	0.0268	-0.0261
Si	0.0291	-0.0241	-0.0392
Si	-0.0142	0.0004	-0.0376
Si	0.0215	-0.0249	-0.0506
Si	-0.0211	0.0332	0.0684
Si	0.0221	-0.0337	0.0769
Si	-0.03	0.0049	0.0367
Si	0.0331	-0.0328	0.0507
Si	0.0119	-0.0182	0.0485
Si	-0.0086	0.0168	0.0141
Si	0.0136	-0.0233	0.0296
Si	-0.0551	0.0097	0.0853
Si	0.0063	0.0169	-0.1374
Si	0.0081	-0.0044	0.2084
Si	0.0066	-0.0048	0.2008
Si	0.006	-0.0155	-0.1107
Si	0.0012	-0.0007	0.1255
Si	0.0279	0.0091	-0.1228
Si	0.0257	0.0218	-0.1187
Si	0.0152	0.0147	0.0937
Si	-0.0061	0.0396	0.0641
Si	-0.0037	-0.0067	-0.359
Si	0.0025	-0.0605	-0.3462
Si	0.0146	-0.0594	0.122
Si	-0.0914	0.0215	-0.0954
Si	-0.0312	0.0077	0.0887
Si	-0.0479	0.0014	0.1237
Si	0.0698	0.0784	-0.335
Si	0.0406	-0.0514	0.0197
Si	-0.0115	0.0148	0.0502
Si	0.0243	-0.0263	0.0542
Si	-0.0528	0.0487	-0.0115
Si	-0.0211	0.0198	0.051
Si	0.0271	-0.0332	0.0036
Si	0.0238	-0.019	-0.0532
Si	0.0417	-0.0466	0.0628
Si	0	-0.0092	0.0206
Si	0.0216	0.033	0.0011
Si	0.0067	0.0084	-0.001
Si	-0.023	-0.0188	0.0031
Si	0.0195	0.0281	-0.0061
Si	-0.016	-0.0067	0.0118
Si	-0.0364	-0.0271	0.0102
Si	0.0261	0.0294	0.0105
Si	0.0146	0.0154	0.0026
Si	-0.0234	-0.0479	-0.0246
Si	0.028	0.0088	-0.0162
Si	-0.0136	-0.0124	-0.0027
Si	-0.0071	-0.0291	-0.0242
Si	0.0041	-0.0069	0.0122
Si	-0.0009	-0.0054	-0.0005
Si	0.0341	0.0206	-0.0228
Si	0.0073	-0.0068	-0.0004
Si	-0.0566	0.0779	-0.0363
Si	-0.0485	0.0498	-0.0015
Si	0.0437	-0.0433	-0.0155
Si	-0.0672	0.0603	-0.0462
Si	0.0388	-0.0454	0.01
Si	0.0106	-0.0151	-0.0113
Si	-0.0079	0.0176	0.0141
Si	0.2001	-0.0375	0.3018
Si	0.008	-0.004	-0.1097
Si	0.0477	-0.0051	0.3276
Si	-0.0163	0.054	-0.1106
Si	0.0297	-0.0253	-0.1745
Si	0.0311	-0.1206	0.3655
Si	-0.0014	0.0184	-0.0964
Si	-0.0908	-0.01	0.1525
Si	-0.0112	0.0243	-0.1018
Si	-0.059	-0.0014	0.0879
Si	-0.0351	-0.0136	-0.1608
Si	0.0074	-0.0129	0.174
Si	0.0102	-0.0209	0.1527
Si	0.029	0.0192	-0.1191
Si	-0.0229	0.0265	0.1016
Si	-0.0268	-0.0298	-0.0626
Si	-0.007	-0.0353	-0.0686
Si	0.0399	-0.0367	0.0206
Si	0.0417	-0.0637	-0.0449
Si	0.0321	0.0111	-0.0687
Si	0.0699	-0.0422	-0.0464
Si	-0.1066	-0.0994	-0.0912
Si	0.0963	0.1073	-0.0558
Si	0.071	-0.0271	-0.0087
Si	-0.0607	0.0893	0.0311
Si	-0.0308	0.0366	0.0253
Si	-0.0262	0.0245	0.0422
Si	0.0218	0.0051	0.0833
Si	-0.0335	-0.0215	0.0339
Si	0.0296	-0.049	0.206
Si	0.0118	-0.0289	0.0891
Si	-0.0658	0.0562	0.134
O	-0.0267	0.023	-0.0177
O	-0.0118	0.002	-0.0079
O	-0.0947	0.101	-0.411
O	-0.0118	-0.0037	-0.0766
O	0.0042	-0.0279	-0.0346
O	-0.0053	0.0223	-0.0874
O	0.0657	-0.0429	-0.1168
O	-0.0103	0.0115	-0.0051
O	0.0144	-0.0085	0.0654
O	0.0068	-0.02	0.054
O	0.0056	-0.0208	0.052
O	-0.0148	0.01	0.0548
O	0.0048	0.0146	0.0394
O	0.0192	-0.0017	0.0665
O	-0.0222	0.0069	0.0575
O	-0.0105	0.0141	0.0774
Si	0.0531	-0.0386	0.1783
Si	0.0309	-0.001	-0.0614
Si	-0.017	0.0067	0.2014
Si	0.0235	-0.0465	0.1839
Si	-0.0461	0.0089	0.0052
Si	-0.036	0.0176	0.1594
Si	0.0192	0.0136	0.1761
Si	0.0023	-0.0105	0.1781
Si	0.0055	0.0108	0.1933
Si	-0.0136	0.007	-0.0138
Si	-0.0482	-0.0054	0.1795
Si	0.028	-0.0288	-0.1008
Si	0.0317	-0.0279	0.1467
Si	0.0047	0.027	-0.0054
Si	0.0039	0.0181	0.1154
Si	-0.0115	0.0164	-0.0131
Si	0.0226	0.0291	-0.0085
Si	0.0206	-0.0207	-0.0138
Si	0.0303	0.0024	0.0087
Si	0.0775	-0.0527	-0.0402
Si	-0.0207	-0.0243	0.2244
Si	-0.007	-0.0173	0.1498
Si	-0.0243	0.0352	0.1259
Si	-0.0555	0.011	0.1826
Si	-0.0104	0.0048	0.1676
Si	0.0175	0.0115	0.0986
Si	0.0077	0.0262	0.1476
Si	0.0275	0.0366	0.1586
Si	-0.0512	-0.0005	0.003
Si	-0.0407	0.0247	-0.0158
Si	-0.0513	-0.0063	0.1629
Si	0.0296	0.0034	0.0045
Si	0.0328	0.0053	0.1819
Si	0.0083	-0.035	0.0288
Si	0.0425	0.0474	-0.0385
Si	0.0232	-0.0465	0.1507
P	-0.2753	0.3387	0.3431
O	0.0403	-0.0473	-0.0925
O	0.0175	-0.0328	-0.0782
O	-0.009	-0.029	-0.0363
O	-0.0072	0.0138	0.0424
O	-0.0472	-0.0306	-0.1942
O	0.0537	-0.021	-0.079
O	0.0221	-0.1002	-0.0107
O	0.0078	-0.0158	-0.0518
O	0.1915	0.0344	-0.1687
O	-0.0128	-0.0223	-0.0412
O	-0.0521	0.0968	-0.0975
O	-0.0196	-0.0105	-0.033
O	-0.0043	0.0086	-0.0249
O	-0.0216	-0.0489	-0.0918
O	-0.0049	0.0115	-0.01
O	0.0313	0.0518	-0.0709
O	-0.0046	0.0077	-0.0528
O	-0.0275	-0.0231	-0.0543
O	-0.003	-0.1083	-0.0783
O	0.0017	-0.0011	-0.0519
O	0.041	0.0205	-0.1218
O	-0.0076	-0.0238	-0.0595
O	0.0028	-0.0011	-0.0551
O	0.0065	-0.006	-0.0044
O	0.0124	-0.0073	-0.0492
O	0.0054	-0.0032	0.0008
O	-0.0273	-0.0267	-0.0429
O	-0.0032	0.0338	-0.0859
O	-0.0358	-0.0097	-0.0658
O	0.022	0.0534	-0.0858
O	-0.0779	0.0132	-0.1537
O	0.0736	0.0418	-0.123
O	0.0066	-0.0049	-0.0124
O	-0.0095	-0.0013	-0.007
O	-0.0027	0.0064	-0.0005
O	-0.0154	-0.0272	-0.0116
O	0.0232	-0.0385	-0.1091
O	-0.011	0.015	0.0088
O	-0.0297	0.0121	-0.0618
O	0.0242	0.0031	-0.0497
O	0.0277	0.0003	-0.0464
O	-0.0755	0.0306	-0.0968
O	-0.0387	-0.0209	-0.0846
O	0.0515	0.0244	-0.15
O	-0.0302	-0.0025	-0.062
O	-0.0287	-0.0055	-0.0483
O	-0.0386	-0.0398	-0.0839
O	-0.0301	-0.0412	-0.063
O	-0.0132	0.0073	-0.0471
O	0.024	0.0032	-0.0372
O	0.0311	0.0274	-0.0851
O	0.0282	-0.0124	-0.0832
O	0.0036	-0.0075	-0.006
O	-0.0101	-0.0065	0.0193
O	0.0168	0.0448	-0.0794
O	-0.0139	-0.0137	-0.0514
O	0.007	0.0473	-0.065
O	0.0095	0.0047	-0.0104
O	0.0365	0.0077	-0.0466
O	-0.064	-0.0213	0.0641
O	0.0101	-0.048	-0.063
O	-0.0057	-0.0079	-0.003
O	0.0307	-0.0285	-0.1526
O	0.0255	0.0111	-0.0469
O	0.013	0.0271	-0.0508
O	-0.0493	0.0384	-0.1271

The program warned: the cutoff lies below the one the program advises for these potential files; the exchange-correlation potential is rough where the density is thin.
